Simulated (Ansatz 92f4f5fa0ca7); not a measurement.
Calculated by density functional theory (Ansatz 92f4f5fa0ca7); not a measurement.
Periodic cell of 158 atoms, Si96O58N4, from a study of silicon, its oxide and their interface. The atomic structure is a simulated model.

Settings
functional: r2SCAN
potential files: Ansatz norm-conserving
basis: plane waves
wave-function cutoff: 1300 eV
density cutoff ratio: 4
exchange-correlation grid ratio: 1
k mesh: 2 x 2 x 1, shifted by 0.5 0.5 0.5 of a step
self-consistency stop: 5e-08 eV per atom in the density residual
occupations: Fermi-Dirac, 0.05 eV
spin: none
net charge: 0

Cell vectors (angstrom)
a  10.88  0  0
b  0  10.88  0
c  0  0  22.7299

Atoms and the computed forces on them: element, x, y, z (angstrom), force x, y, z (eV/angstrom)
Si  0.8364  -0.5743  -0.0763  -1.0495  1.6713  -0.3844
Si  2.9593  2.4704  0.3444  -0.1832  0.9791  -1.6568
Si  -0.3921  5.5283  -0.4449  -0.2404  0.8586  1.3847
Si  2.5209  8.8258  -0.5201  1.1361  -0.6594  1.6417
Si  5.2511  0.3418  -0.0248  1.1565  -0.5902  -1.0436
Si  8.2452  3.0929  0.1695  -0.5849  -2.5617  -0.8934
Si  5.9131  5.0382  0.2078  -0.0592  0.4841  -2.4817
Si  9.0343  7.4113  -0.551  -1.308  1.1072  2.2795
Si  1.1962  1.5094  1.2917  -0.3439  -1.9448  1.3764
Si  4.2033  4.1226  1.3662  0.6629  -0.9576  0.5186
Si  1.2489  6.5766  1.2179  2.454  -1.1573  -2.5196
Si  4.0641  9.5963  1.0818  -0.5561  -0.449  1.058
Si  6.8551  1.4872  1.2793  -0.2266  0.4835  -0.4772
Si  9.3087  4.5378  1.3771  1.8508  -0.1252  1.4757
Si  6.805  6.5404  1.625  -0.6343  -0.1546  1.4857
Si  9.7243  9.2565  0.8475  2.621  -1.5641  -1.3893
Si  -0.2652  3.0929  2.7366  1.6553  -1.0138  -0.9599
Si  2.6671  -0.118  2.6674  0.618  1.8755  -1.0044
Si  -0.1064  7.7646  2.4418  -0.8051  1.9528  1.6039
Si  3.0188  5.5565  2.6339  -2.2804  -0.2281  0.4627
Si  5.7544  2.8334  2.8313  -2.1343  -0.1974  -1.8715
Si  7.7619  0.1354  2.7842  2.6243  -1.4111  -0.9396
Si  5.4286  8.2306  2.4229  -0.0353  0.0603  1.4173
Si  7.9561  5.2065  3.1208  0.8997  0.8815  0.904
Si  1.4661  4.052  4.0907  0.1797  0.6658  -0.4725
Si  4.1968  1.4351  3.8178  -0.979  -1.4327  1.2554
Si  1.1929  9.4393  3.7722  0.0963  -1.3675  0.6175
Si  4.1139  7.0096  4.0866  0.064  0.3772  -0.9746
Si  6.6802  3.8471  4.5541  1.016  1.6404  -0.2963
Si  9.5109  1.3732  3.8427  -1.4564  0.2941  1.3429
Si  6.8572  9.3211  4.1123  0.1261  -0.3439  -0.5948
Si  9.8141  6.4876  4.2499  -2.0642  0.3979  0.0226
Si  -0.27  -0.2727  5.139  0.244  1.2237  0.7682
Si  2.7178  2.5936  5.3957  0.482  -0.511  -0.2971
Si  0.2794  5.2758  5.7633  -0.6359  -0.3277  -1.2255
Si  2.6397  8.3838  5.3578  0.4093  -0.7733  -0.3562
Si  5.6408  0.0384  5.2311  -2.7313  -1.2334  -1.1667
Si  8.2864  2.6858  5.6619  0.1307  -1.5927  -0.5623
Si  5.6256  5.7745  5.3585  -1.4064  -2.2305  0.4198
Si  8.2487  7.9185  5.5981  0.9115  0.8355  -1.033
Si  0.987  1.2502  6.5361  0.9988  -0.2  0.2025
Si  4.2542  3.9647  6.6623  -0.1261  0.9609  -0.9627
Si  1.5637  6.8613  6.7889  0.4525  -0.7772  -0.1055
Si  4.2455  9.5453  6.6277  -1.659  1.9887  -0.8465
Si  6.6451  1.2646  6.6685  2.4832  1.6559  3.1819
Si  9.6108  3.9255  7.0973  -0.3518  1.2335  -0.4328
Si  6.8759  6.7177  6.9628  -0.9628  0.9004  0.7323
Si  9.4378  9.4959  6.9226  0.3106  -0.5601  -0.2041
Si  -0.0823  2.4752  8.3748  0.4985  -0.8092  -0.8461
Si  2.4822  -0.0496  7.8363  1.1089  0.3738  0.3024
Si  0.016  7.8328  8.1223  -1.2589  1.4004  0.9927
Si  2.9161  5.2766  7.9205  -1.3525  0.7688  1.4641
Si  5.4951  2.799  8.1911  0.6733  -1.1723  -0.6674
Si  7.969  -0.0398  8.347  0.7821  1.3107  -2.442
Si  5.3487  8.3732  8.1313  1.7831  -2.3551  0.1675
Si  8.0375  5.2478  8.3385  0.6232  0.3959  0.039
Si  1.3518  3.9379  9.3964  -0.2954  0.9625  1.1771
Si  4.0045  1.3614  9.163  -0.564  -1.8794  -0.0696
Si  1.3359  9.3535  9.3313  -0.4052  0.1571  1.5492
Si  4.0273  6.815  9.3029  1.0349  0.3977  1.3736
Si  6.9389  3.8207  9.7632  -1.0102  0.1916  -0.7938
Si  9.3689  1.1876  9.7204  0.9096  0.252  0.2427
Si  7.0072  9.3302  9.5549  -2.1882  -1.3096  1.778
Si  9.2998  6.7276  9.6726  2.1908  0.0125  0.8824
Si  -0.2143  -0.3961  10.8507  -2.5186  -2.2698  -0.7713
Si  2.9566  2.7916  10.5855  1.5718  1.8891  2.0939
Si  -0.2847  5.1774  11.2434  0.0978  0.7313  -0.8486
Si  2.9939  8.3859  10.8209  0.273  -0.913  1.2404
Si  5.1747  -0.3481  10.4248  -0.8033  -0.54  -0.8817
Si  8.5135  2.9065  11.0591  -1.4114  -0.4381  1.9237
Si  5.5142  4.9915  11.195  -0.8599  0.6329  -0.7635
Si  8.4749  8.2933  11.303  -0.2421  -0.1606  0.6811
Si  -0.6226  2.4229  17.3733  -0.8342  3.8957  2.7072
Si  1.0931  5.9598  15.896  -0.642  3.8542  0.7496
Si  0.1639  8.5871  15.437  1.6063  -0.6817  -1.1747
Si  -1.1247  11.1828  15.6215  2.2633  -1.8895  -0.339
Si  6.1504  1.415  12.8269  0.6023  3.1372  -1.8448
Si  7.9758  4.4679  15.8005  0.4289  -2.9999  -1.8584
Si  2.765  9.5428  17.2404  -0.5806  -0.022  -0.5969
Si  7.0727  6.4149  13.5525  0.7917  -1.8863  0.6423
Si  2.2194  -0.2143  19.9529  -1.4078  3.624  6.057
Si  4.2759  4.309  18.6095  1.1182  -0.2774  2.504
Si  3.2366  13.4911  13.0112  -0.0787  2.2396  -0.8042
Si  1.5986  7.0977  13.3773  0.2518  -2.7052  -1.4448
Si  11.9898  4.2918  13.6918  0.2298  0.017  -0.8059
Si  11.6401  1.3176  13.2899  0.8072  1.4735  1.4289
Si  1.7654  15.0122  17.8406  -0.2126  -1.6587  1.1501
Si  7.3324  4.9674  18.5011  -2.8517  -2.8812  -0.4212
Si  5.619  -0.7467  17.2429  2.3458  1.1374  0.6932
Si  -3.9096  1.4545  15.4646  0.637  0.4674  2.39
Si  6.4744  6.9906  20.6107  -0.9828  -1.4173  -1.6178
Si  5.0508  9.4677  20.2138  -0.6019  1.1118  1.3207
Si  13.3842  3.0301  20.3415  0.9836  -2.2096  0.0067
Si  9.399  3.4569  20.2115  1.1586  -4.4303  -1.2424
Si  4.2949  7.1955  18.3312  -0.0495  -1.0738  1.2342
Si  17.3826  7.0448  16.4755  -0.4323  1.3939  -0.9877
O  0.7887  -0.0663  21.0531  1.526  -1.4038  -1.7034
O  -2.2383  -0.7095  1.4827  -1.8926  1.4517  1.522
O  1.5112  5.6613  17.4131  -0.0655  -0.3198  -0.4997
O  1.9995  3.2698  21.8288  1.4549  -0.6029  2.0568
O  -0.8428  4.6113  21.0291  2.4368  2.7705  -0.312
O  3.2816  3.6639  17.5379  0.0506  -0.1009  -0.8633
O  5.0412  6.5848  16.9856  -0.1781  1.4217  0.8899
O  16.1995  10.2366  18.8446  0.0843  0.9882  -0.9275
O  6.0317  -0.4643  21.3471  -2.6462  -1  -0.0024
O  4.1839  1.545  -0.3233  -0.915  0.2627  -0.2059
O  7.055  3.9777  -0.4543  -2.571  2.0247  -0.036
O  9.0089  2.5959  21.547  -0.3407  -1.4138  -0.5334
N  5.3185  18.7028  19.619  0.4804  1.4368  1.6853
O  7.7703  7.738  21.184  0.0529  0.753  0.1153
O  8.0885  7.0081  0.8211  1.8016  0.9893  -1.5248
O  -1.391  -1.3859  11.9047  0.8172  -0.0009  -2.5899
O  0.5478  0.4446  11.932  1.8156  2.0521  3.0682
O  5.9885  0.5389  11.4676  0.1258  1.4462  3.0387
O  3.6872  5.8091  18.8854  0.3944  -0.0252  0.3943
O  -1.7809  4.3979  11.5676  1.7795  -1.1981  -0.1471
N  0.6549  5.6254  12.7135  -0.2012  0.7145  -0.959
O  2.7522  7.5998  12.3919  -0.1558  1.1281  -2.0881
O  5.3451  6.3195  10.2481  -0.5915  0.33  -0.5347
O  4.1021  -1.316  11.2626  -0.2404  -0.2759  -0.7191
O  3.0899  8.2428  18.0959  1.5251  -2.024  -0.0258
O  13.6847  4.2106  13.5323  -1.9397  -2.9941  0.126
O  7.6368  2.2522  12.3539  -1.7527  -0.6003  0.7066
O  2.2325  6.4822  14.7836  -1.1455  0.6741  0.866
O  5.9652  5.7182  12.6087  -0.3205  -1.1031  -0.1583
O  7.9265  7.4399  12.6802  0.8544  1.5155  -1.8704
O  6.4428  7.1135  14.8517  -0.0819  0.3528  0.6562
O  6.2413  0.7674  16.8565  1.3666  -0.9494  -1.7603
O  -4.0087  3.107  15.5153  1.0915  0.239  0.1841
O  9.6979  9.5604  15.5145  1.9643  -0.9799  0.8632
O  1.7403  9.1584  16.0497  -2.9622  0.0338  -0.8034
O  0.5336  8.1927  13.7504  -1.6356  2.3696  3.2981
O  4.8175  13.3859  13.25  2.5816  -1.914  -1.195
O  0.8693  13.9112  17.0908  -0.9451  -1.2592  -0.6437
O  8.55  1.0431  15.1363  -5.9327  2.0356  -1.9157
O  8.0511  5.2629  14.2931  -0.0196  -0.9058  1.5385
N  7.5724  5.6464  16.9712  0.1921  1.3402  -1.669
O  9.7362  11.8277  17.0934  2.4884  -0.954  0.8744
O  -4.5924  0.6717  14.2322  -0.3659  -0.0215  -0.7158
O  -0.1671  7.1371  16.1808  2.1682  0.331  -1.5469
O  4.087  4.215  10.9179  -0.2796  -0.9122  0.2694
O  10.9277  11.5379  14.5761  0.7169  0.1942  -0.2215
O  1.5467  3.9165  19.4465  -0.6104  1.2428  -1.5844
O  -0.6026  2.5554  19.0648  -1.5708  0.7763  0.1863
O  4.1846  10.0836  16.5997  -3.3643  -0.248  -0.587
O  -1.6765  3.4871  16.5563  -0.3527  0.7892  -0.2646
O  0.2704  13.8138  13.1397  1.0471  -0.5792  0.3118
O  2.3371  12.4446  13.8681  -1.2557  -1.0606  -1.1142
O  5.536  6.1169  21.6317  1.289  -0.6255  0.6233
O  4.0216  3.5378  20.085  0.5302  0.6216  -1.3776
O  13.4064  1.4149  20.0367  0.2742  -0.3486  -0.7475
O  11.431  4.6888  15.2028  -0.5097  -2.4753  -1.9911
O  7.2824  -4.7149  19.4582  -0.6312  1.3624  1.6151
N  14.2261  -1.233  20.8507  0.2701  0.1789  -1.8453
O  1.9931  10.2924  18.487  -0.4323  0.1107  -3.8783
O  6.4595  8.7602  16.8419  0.5178  -0.9646  0.344
O  16.6816  4.2436  18.1743  1.82  0.3442  1.1043
O  8.2069  3.8605  19.2751  -1.5849  0.9539  -1.3427

Results
free energy: -39368.588 eV
free energy less fixed offsets of N -289.75, O -463.61, Si -117.95 eV per atom: 2.992 eV
pressure: -1.73 GPa
stress xx, yy, zz, yz, xz, xy (GPa, positive in tension): 1.62, 1.31, 2.26, 0.2, -1.49, 0.5

The program warned: the forces do not sum to zero within the program's tolerance.
